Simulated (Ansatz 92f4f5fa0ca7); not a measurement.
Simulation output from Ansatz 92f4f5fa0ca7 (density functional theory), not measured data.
Periodic cell of 226 atoms, Si132O92As2, from a study of silicon, its oxide and their interface. The atomic structure is a simulated model.
Doubt: the cutoff is far below the 930 eV that the study's wrapper takes by default for these files, so forces and energies are approximate.
This geometry differs little from another in the collection (a relaxation step or a small displacement).

Settings
functional: PBE
potential files: Ansatz PAW
basis: plane waves
wave-function cutoff: 580 eV
density cutoff ratio: 5
exchange-correlation grid ratio: 1
k mesh: 1 x 1 x 1, Gamma-centred
self-consistency stop: 5e-08 eV per atom in the density residual
occupations: fixed
spin: none
net charge: 0

Cell vectors (angstrom)
a, 10.938, 0, 0
b, 0, 10.938, 0
c, 0, 0, 31.9494

Atoms and the computed forces on them: element, x, y, z (angstrom), force x, y, z (eV/angstrom)
Si, 10.6293, 0.0051, 24.4187, -0.0002, 0.0007, 0.0054
Si, 5.0763, 0.1244, 24.6603, 0.0002, -0.0022, 0.0002
Si, 2.8254, 2.2948, 24.527, -0.0022, 0.0013, 0.0053
Si, 8.5692, 2.4379, 24.5578, 0.0002, 0.0023, 0.0005
Si, 10.7064, 5.5876, 24.3293, -0.0001, 0.0026, -0.0018
Si, 5.1614, 5.6166, 24.4465, 0.0021, -0.0012, 0.0077
Si, 2.9906, 7.9541, 24.4004, 0.0007, 0.001, -0.0017
Si, 8.4175, 7.8323, 24.4102, -0.0028, 0.0033, 0.0049
Si, 1.2959, 1.1354, 25.8392, -0.0015, -0.001, -0.0038
Si, 6.8175, 1.3255, 25.736, -0.0024, 0.0008, 0.0065
Si, 3.9912, 4.0107, 25.7289, -0.0019, -0.0004, 0.0042
Si, 9.6854, 4.0261, 25.8465, -0.0047, -0.0013, 0.001
Si, 1.3425, 6.789, 25.6606, -0.0034, -0.0007, 0.0096
Si, 6.8075, 6.7234, 25.7497, -0.0016, -0.0033, -0.001
Si, 4.0013, 9.4681, 25.9527, -0.0013, 0.0007, 0.0001
Si, 9.4854, 9.4411, 25.7973, -0.003, -0.0009, 0.001
Si, 2.6362, -0.1344, 27.2871, 0.0023, 0.0023, -0.0016
Si, 8.1405, -0.0698, 27.1449, 0.0033, 0.0004, 0.0004
Si, 0.0746, 2.6571, 27.2051, 0.0015, 0.002, -0.0019
Si, 5.453, 2.7152, 27.1116, -0.0008, 0.0061, 0.0043
Si, 2.669, 5.4125, 27.1071, 0.003, 0.0023, 0.0035
Si, 8.1904, 5.3668, 27.1359, 0.0023, 0.0037, 0.0002
Si, 0.012, 8.1424, 27.1223, -0.0045, 0.0068, 0.0049
Si, 5.5114, 8.1414, 27.1772, 0.0004, 0.0004, -0.002
Si, 4.0864, 1.3232, 28.5007, 0.0051, 0.0088, -0.0043
Si, 9.5448, 1.3214, 28.503, -0.0047, -0.0016, -0.0049
Si, 1.3872, 4.0623, 28.562, 0.0125, 0.003, 0.0087
Si, 6.811, 4.0538, 28.527, 0.0015, 0.001, 0.0017
Si, 4.0874, 6.775, 28.4869, -0.0018, -0.0078, -0.0065
Si, 9.559, 6.7796, 28.4835, 0.0014, -0.0003, -0.0077
Si, 1.2934, 9.4713, 28.6149, -0.0019, -0.0029, 0.0241
Si, 6.8277, 9.5284, 28.5626, 0.0017, 0.0066, 0.0067
Si, -0.0233, -0.0099, 29.9101, -0.0077, -0.0083, 0.0069
Si, 5.467, -0.009, 29.8965, -0.0063, -0.0013, -0.0013
Si, 2.7665, 2.7109, 29.9039, 0.002, 0.0084, -0.0006
Si, 8.2033, 2.7139, 29.8877, -0.0052, 0.0028, -0.0011
Si, 0.0011, 5.4526, 29.8899, -0.0099, -0.0054, 0.0044
Si, 5.4665, 5.4508, 29.8885, -0.0026, 0.0015, 0.0018
Si, 2.7558, 8.1573, 29.9034, -0.0106, 0.0111, 0.0025
Si, 8.23, 8.1737, 29.8877, -0.0032, 0.0057, 0.0058
Si, 1.3673, 1.3673, 31.2657, 0.0184, -0.0326, -0.1158
Si, 6.8362, 1.3673, 31.2657, 0.0525, -0.026, -0.0239
Si, 4.1018, 4.1018, 31.2657, 0.0884, -0.0764, 0.0438
Si, 9.5708, 4.1018, 31.2657, -0.0671, -0.1136, -0.0742
Si, 1.3673, 6.8362, 31.2657, 0.0433, -0.1679, 0.0173
Si, 6.8362, 6.8362, 31.2657, 0.1039, 0.0172, -0.1654
Si, 4.1018, 9.5708, 31.2657, -0.0292, -0.0643, -0.0299
Si, 9.5708, 9.5708, 31.2657, -0.1432, -0.1428, 0.104
Si, 2.7345, 0, 0.6835, -0.006, 0.0461, 0.096
Si, 8.2035, 0, 0.6835, -0.0508, 0.0735, 0.0272
Si, 0, 2.7345, 0.6835, -0.0383, -0.1404, -0.0694
Si, 5.469, 2.7345, 0.6835, -0.0409, 0.119, 0.1172
Si, 2.7345, 5.469, 0.6835, -0.0333, -0.0647, -0.1578
Si, 8.2035, 5.469, 0.6835, -0.0249, 0.1215, 0.0281
Si, 0, 8.2035, 0.6835, 0.0116, 0.1517, 0.1303
Si, 5.469, 8.2035, 0.6835, 0.2391, 0.2096, -0.0118
Si, 4.1001, 1.3773, 2.0671, 0.0021, -0.0086, 0.0034
Si, 9.5912, 1.3517, 2.0641, -0.0054, -0.0004, 0.0005
Si, 1.3659, 4.0973, 2.0201, 0.0723, 0.0215, 0.0453
Si, 6.829, 4.1317, 2.046, 0.0155, 0.0006, 0.0144
Si, 4.1161, 6.8404, 2.0149, -0.0161, -0.0613, 0.0326
Si, 9.5897, 6.8309, 2.0648, -0.0106, 0.0453, -0.0001
Si, 1.3694, 9.5902, 2.0646, -0.0151, 0.0029, -0.0007
Si, 6.8282, 9.6175, 2.0653, 0.0132, -0.0032, 0.0058
Si, 0.0353, 0.025, 3.5041, 0.0103, 0.0227, -0.0089
Si, 5.4782, 0.0566, 3.4749, -0.0079, -0.0183, -0.0043
Si, 2.7162, 2.7641, 3.4112, -0.0088, -0.0178, -0.0104
Si, 8.2486, 2.7946, 3.3632, 0.0152, -0.0003, -0.0262
Si, 0.0651, 5.4652, 3.3959, -0.0657, 0.037, 0.0106
Si, 5.476, 5.5263, 3.4255, 0.007, -0.0028, -0.0035
Si, 2.7864, 8.2172, 3.3415, -0.038, 0.0258, 0.0211
Si, 8.2608, 8.2883, 3.4063, -0.0213, 0.0047, -0.0274
Si, 1.3495, 1.4848, 4.8733, 0.0027, -0.0005, -0.0062
Si, 6.8905, 1.5162, 4.77, 0, 0.0003, 0.0122
Si, 4.0443, 4.172, 4.7509, 0.0175, -0.0116, -0.0281
Si, 9.5963, 4.1426, 4.764, -0.0023, -0.0131, 0.0348
As, 1.2843, 7.0375, 4.8081, 0.1038, -0.0542, -0.0916
Si, 6.8198, 7.0204, 4.7276, 0.0157, -0.0115, 0.017
Si, 4.0535, 9.589, 4.784, 0.0073, 0.0038, 0.0036
Si, 9.5358, 9.6721, 4.8927, 0.0967, -0.0633, -0.0767
Si, 2.7107, 0.0332, 6.156, 0.0115, 0.0397, 0.0031
Si, 8.286, 0.1958, 6.1744, 0.0101, -0.0152, 0.0195
Si, -0.0149, 2.8924, 6.3009, 0.0151, -0.0104, 0.0096
Si, 5.4826, 2.8781, 6.0724, -0.0274, 0.0062, -0.0013
Si, 2.7415, 5.6266, 6.0677, -0.0689, 0.0559, 0.0578
Si, 8.2498, 5.6502, 5.9591, -0.0412, -0.0128, -0.0155
As, -0.3894, 8.6933, 6.8392, -0.2618, 0.1658, 0.0968
Si, 5.4851, 8.3629, 6.1962, -0.0118, -0.0148, 0.0064
Si, 4.3854, 1.2171, 7.3234, 0.0102, 0.013, -0.0221
Si, 9.8111, 1.2895, 7.666, -0.0364, 0.0099, -0.0044
Si, 1.1583, 4.6029, 7.4856, -0.0522, 0.0163, 0.0128
Si, 6.5995, 4.6018, 7.238, -0.0066, -0.0103, -0.0363
Si, 4.279, 6.7839, 7.4839, 0.0304, 0.0089, 0.027
Si, 9.6243, 6.6385, 7.6095, 0.1124, -0.0355, -0.1084
Si, 1.2311, 10.1506, 7.8563, 0.0484, -0.0082, -0.0648
Si, 6.686, 10.0011, 7.4307, 0.015, 0.0158, 0.0344
O, 9.5859, 1.2405, 23.978, 0, -0.0006, 0.0007
O, 4.1094, 6.8052, 23.9383, -0.0016, 0.0022, 0.0006
O, 4.0133, 1.239, 24.0244, 0.0003, -0.0002, -0.0003
O, 9.5382, 6.7038, 23.8887, -0.0009, -0.0003, 0.0011
O, -0.0271, 5.6704, 8.0322, 0.036, -0.0609, -0.0207
O, 5.5272, 0.1616, 7.9183, -0.0016, -0.0163, 0.0156
O, 0.1977, 0.4525, 8.299, 0.0306, -0.1275, -0.0539
O, 5.4781, 5.6784, 7.8344, -0.0093, 0.0121, 0.0095
O, 7.5287, 4.0521, 8.4635, 0.0064, 0.0073, 0.0117
O, 8.6066, 6.9688, 8.8801, 0.0245, 0.0216, -0.0008
O, 2.118, 9.5555, 9.1345, 0.0337, 0, 0.0284
O, 8.8277, 1.7761, 8.9296, 0.0222, -0.011, 0.0046
O, 7.4941, 9.4309, 8.7509, -0.0395, 0.0072, -0.0139
O, 3.5657, 1.8835, 8.5819, 0.0087, -0.0042, 0.0047
O, 3.5241, 7.3218, 8.8813, 0.0061, -0.0148, -0.0255
O, 2.059, 4.0999, 8.7868, 0.0064, -0.0013, -0.0061
O, 8.1405, 3.4863, 23.3489, -0.0022, 0.0005, 0.0024
O, 0.4425, 4.9278, 22.9458, 0.0006, 0.0025, 0.0046
O, 1.9033, 2.742, 23.239, -0.0025, 0.0052, -0.0016
O, 5.8342, 4.9111, 23.1126, -0.0002, 0.0004, 0
O, 5.5182, 9.9824, 23.5016, 0.0058, 0, -0.0065
O, 2.4465, 8.6896, 23.0149, -0.0002, -0.0009, 0.0048
O, 0.1934, 10.0708, 23.0859, -0.0017, 0.0016, 0.0004
O, 7.7783, 8.5673, 23.0657, -0.0004, 0.0015, 0.0022
Si, 8.6469, 7.7047, 18.4332, -0.0028, 0.002, -0.012
Si, 8.7607, 6.3912, 13.6608, -0.0024, 0.0071, -0.0082
Si, 3.7672, 1.5705, 14.733, 0.0004, -0.0022, -0.0095
Si, 2.1236, 5.7518, 17.6368, 0.0002, 0.0004, -0.0129
Si, 2.4031, 3.1413, 19.4858, 0.0001, 0.0023, -0.0104
Si, 9.7854, 9.0546, 12.0828, 0.0022, -0.0039, -0.0012
Si, 1.3299, 9.4213, 22.0761, -0.0015, 0.0024, -0.0082
Si, 9.1555, 0.9956, 13.1935, -0.0019, -0.0038, -0.0023
Si, 1.3794, 5.0833, 13.0441, -0.0011, 0.003, -0.0082
Si, 1.7619, 8.2689, 12.8142, 0, 0.0018, -0.0121
Si, 6.6409, 9.5471, 22.4218, -0.0021, 0.0038, -0.0055
Si, 4.5104, 4.6163, 15.7241, -0.0005, -0.0003, -0.011
Si, 8.1565, 3.1109, 9.6044, -0.0104, 0.0078, 0.0027
Si, 0.8282, 8.2471, 19.265, -0.0014, 0, -0.0118
Si, 6.9415, 1.3463, 21.0877, -0.0006, 0.0011, -0.0087
Si, 8.1462, 8.306, 9.7251, -0.0144, -0.0043, 0.0015
Si, 10.8601, 5.2269, 15.6252, -0.0008, 0.0036, -0.0113
Si, 7.5601, 9.5223, 16.3176, -0.0022, 0.0011, -0.0141
Si, 9.9247, 2.0499, 20.2995, -0.0004, 0.0031, -0.0103
Si, 3.1783, 8.5518, 9.9298, -0.0092, 0.0079, 0.0337
Si, 6.6841, 3.3457, 17.406, -0.0016, 0.0037, -0.012
Si, 1.1606, 0.2061, 19.799, -0.0006, 0.0023, -0.0098
Si, 3.201, 2.8623, 12.2981, -0.0062, 0.0035, -0.0005
Si, 7.2095, 5.395, 19.6766, -0.0016, 0.0006, -0.0099
Si, 5.6948, 8.7087, 11.596, 0.0029, -0.0011, -0.0088
Si, 5.7508, 6.1234, 13.2306, -0.0023, 0.0079, -0.0076
Si, 4.6205, 9.7109, 17.6183, -0.0024, -0.0002, -0.0128
Si, 1.0165, 3.5924, 22.1723, 0.0012, -0.001, -0.0072
Si, 4.8862, 1.485, 18.7979, -0.0025, 0.0011, -0.0104
Si, 3.1685, 3.1517, 9.505, -0.0085, -0.0026, 0.0175
Si, 6.4328, 10.8652, 13.806, -0.0021, -0.0006, -0.0083
Si, 10.3385, 0.1407, 15.9642, -0.0011, 0.0004, -0.0114
Si, 5.6227, 3.7268, 11.1673, -0.0059, 0.0024, 0.0011
Si, 9.8086, 3.9396, 11.9174, 0.0036, 0.003, -0.0017
Si, 2.3259, 9.9418, 15.5367, -0.0024, -0.0005, -0.0117
Si, 6.0623, 8.1214, 19.7924, -0.0011, 0.0015, -0.0106
Si, 6.9347, 3.972, 22.3677, 0.0005, 0.0021, -0.0084
Si, 9.7418, 2.7881, 17.372, 0.0001, 0.0022, -0.0132
O, 7.1682, 6.4263, 13.9924, -0.0036, 0.0001, 0.005
O, 1.8693, 7.0568, 18.6886, -0.0017, 0.0033, 0.0069
O, 10.2615, 4.0663, 16.5525, -0.0024, -0.002, 0.0073
O, 6.1546, 9.9706, 17.0548, -0.0025, 0.0001, 0.0072
O, 10.1348, 0.7325, 14.4619, -0.0018, 0.0003, 0.0081
O, 8.4309, 6.1203, 18.8412, -0.0016, 0.001, 0.0065
O, 5.1572, 0.7349, 14.449, -0.0044, 0.0034, 0.0053
O, 5.7045, 2.0545, 17.516, -0.0015, 0.0005, 0.0071
O, 8.3404, 1.9328, 20.5494, -0.0019, 0.001, 0.0055
O, 1.9731, 4.2957, 18.398, -0.0005, 0.0001, 0.0076
O, 6.9305, 2.8728, 10.6722, 0.0057, -0.0029, -0.011
O, 4.8361, 2.7682, 12.2245, -0.0009, -0.0002, 0.0023
O, 6.0182, 4.3931, 16.3449, -0.0015, -0.0009, 0.0067
O, 4.5375, 3.9813, 9.9375, 0.0025, 0.0002, 0.0032
O, 10.6867, 2.7605, 21.5575, -0.0003, 0.002, 0.0045
O, 9.6932, 6.1921, 15, 0.0028, -0.0027, 0.0079
O, 5.9967, 6.4851, 19.831, -0.0005, 0.0009, 0.0058
O, 4.0672, 0.1729, 18.2793, -0.0019, 0.0027, 0.0071
O, 9.2332, 10.5787, 12.2769, -0.0025, 0.0038, 0.0051
O, 2.8162, 4.3982, 12.7287, -0.0016, -0.0012, 0.0032
O, 1.9103, 10.7015, 21.2042, -0.0006, -0.0002, 0.0051
O, 3.9824, 2.7243, 19.3771, -0.0016, 0.002, 0.0051
O, 0.7126, 10.0584, 15.9543, -0.0036, 0.0015, 0.0062
O, 1.2689, 9.8004, 18.8315, -0.0015, 0.0021, 0.0054
O, 1.7027, 1.6613, 19.2666, -0.0018, 0.0002, 0.0046
O, 8.9299, 10.4157, 16.4966, -0.0021, 0.0004, 0.0068
O, 4.8609, 8.5811, 18.7802, -0.0002, 0.0001, 0.0079
O, 9.5118, 8.7681, 10.4958, 0.0092, -0.0032, 0.0026
O, 6.7383, 4.084, 18.8537, -0.0013, 0.0028, 0.0084
O, 2.8214, 1.75, 13.3983, 0.0017, 0.0023, 0.0025
O, 5.8151, 8.7686, 21.2578, -0.0013, 0.0019, 0.0059
O, 2.512, 2.5205, 10.8654, -0.0026, -0.0035, 0.0047
O, 7.6138, 4.8513, 21.1633, -0.0014, 0, 0.0062
O, 5.1499, 7.5359, 12.6225, 0.0018, -0.0058, 0.0058
O, 0.4135, 9.0952, 12.4673, -0.0064, -0.0002, 0.0067
O, 7.5663, 1.0971, 13.5816, -0.0002, 0.0015, 0.0047
O, 7.0971, 9.6726, 14.747, -0.0015, 0.0014, 0.0088
O, 8.9485, 5.0527, 12.7396, -0.0002, -0.0038, -0.0009
O, 8.087, 8.0581, 16.9047, -0.0001, -0.0004, 0.0103
O, 6.2086, 2.5756, 21.893, -0.0014, 0.0022, 0.0059
O, 2.4326, 9.0925, 14.0968, -0.0007, 0.0008, 0.0072
O, 0.392, 4.5288, 11.8683, -0.0037, 0.0009, 0.0045
O, 0.8018, 8.3199, 20.9355, -0.0005, 0.001, 0.0082
O, 9.3433, 3.9163, 10.3626, 0.0007, -0.002, 0.0022
O, 9.6346, 2.4126, 12.5152, -0.0006, 0.0003, 0.0065
O, 7.607, 8.5642, 19.3869, -0.0021, 0.0011, 0.0061
O, 2.522, 8.1364, 11.3679, 0.0055, -0.0015, 0.0012
O, 3.9419, 3.0844, 15.3855, -0.0001, 0.0019, 0.0066
O, 0.7811, 4.501, 14.4442, -0.0015, 0.001, 0.0064
O, 10.0405, 2.997, 18.9642, -0.0011, -0.0007, 0.0082
O, 9.1383, 7.8303, 12.97, 0.0003, 0.0025, 0.0054
O, 10.5069, 0.5303, 20.0725, -0.001, 0.0012, 0.0055
O, 5.9856, 5.1146, 11.9459, -0.0026, -0.0069, 0.0008
O, 8.1429, 2.7406, 17.0133, 0, 0.0022, 0.0066
O, 3.5299, 5.4951, 16.7519, -0.0044, 0.0014, 0.0084
O, 4.624, 9.1604, 10.4236, -0.004, -0.0016, 0.0007
O, 1.4793, 6.7029, 13.2132, -0.0037, -0.0026, 0.005
O, 4.7369, 5.5157, 14.3676, -0.0009, 0.0005, 0.0038
O, 2.0366, 3.8517, 20.9158, -0.003, 0.0009, 0.0083
O, 10.5485, 1.4333, 16.9405, -0.0025, 0.0046, 0.0075
O, 0.9425, 6.0828, 16.5555, -0.0016, -0.0003, 0.0053
O, 7.323, 10.9461, 21.9309, -0.0012, 0.0001, 0.0046
O, 5.9215, 0.9121, 19.9113, 0.0013, 0.0012, 0.0075
O, 6.0235, 10.0821, 12.4257, -0.001, -0.0019, 0.0023
O, 2.8226, 0.5656, 15.5912, -0.0008, 0.0011, 0.007
O, 7.002, 8.0273, 10.8647, 0.0063, 0.005, -0.0046
O, 10.2324, 8.0184, 18.6877, -0.0008, 0.0013, 0.0062
O, 3.434, 9.2143, 16.5627, 0.0021, 0.0021, 0.0085

Results
free energy: -145949.015 eV
free energy less fixed offsets of As -4856.12, O -568.88, Si -635.61 eV per atom: 0.705 eV

The program warned: the cutoff lies below the one the program advises for these potential files; the forces do not sum to zero within the program's tolerance; the exchange-correlation potential is rough where the density is thin.
